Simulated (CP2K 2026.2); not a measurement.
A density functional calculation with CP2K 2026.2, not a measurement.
Periodic cell of 505 atoms, Si360O145, from a study of silicon, its oxide and their interface. The atomic structure is a simulated model.
Doubt: the forces sum to 1.96 eV/angstrom along one axis rather than to zero, so they err by at least 0.0039 eV/angstrom per atom on average; the grid cutoff is modest.

Settings
functional: PBE
method: Gaussian and plane waves
basis set: DZVP-MOLOPT-SR-GTH
pseudopotentials: GTH-PBE
grid cutoff: 350 Ry, relative cutoff 50 Ry
k points: Gamma only
occupations: fixed
spin: none
net charge: 0

Cell vectors (angstrom)
a 16.32 0 0
b 0 16.32 0
c -6.2773 5.5976 33.5712

Atoms and the computed forces on them: element, x, y, z (angstrom), force x, y, z (eV/angstrom)
Si 5.704 6.319 33.024 -0.023 -0.069 0.031
Si 9.021 19.022 30.396 -0.095 -0.022 0.058
Si -5.525 8.706 31.244 0.008 -0.065 -0.059
Si 6.757 16.917 29.868 0.003 0.061 -0.056
Si 8.365 14.574 30.775 0.025 0.059 0.038
Si 0.62 9.95 29.101 -0.016 -0.052 -0.023
Si 1.045 5.791 23.787 0.008 0.063 -0.667
Si 2.504 8.626 26.89 -0.019 0.07 0.132
Si 0.103 7.158 33.287 -0.148 -0.434 0.507
Si 4.251 3.861 0.141 -0.218 0.124 0.711
Si 1.25 7.034 0.019 0.204 -0.229 0.673
Si 3.562 9.936 0.168 0 0.271 0.504
Si -2.327 20.746 33.538 0.113 -0.181 0.687
Si 4.552 16.842 31.978 -0.076 -0.095 0.083
Si 5.445 5.406 1.386 0.015 0.014 -0.107
Si -1.498 14.257 28.53 -0.03 -0.027 0.056
Si 0.263 12.178 33.281 -0.343 -0.351 0.472
Si 8.525 8.183 1.513 -0.066 0.127 0.687
Si 7.814 20.365 32.962 -0.034 -0.054 0.106
Si 2.682 2.638 1.299 -0.024 -0.02 -0.076
Si 0.028 5.55 1.387 0.055 -0.017 -0.086
Si 2.711 8.188 1.42 -0.002 -0.038 0.032
Si 0.132 10.888 1.335 -0.042 -0.016 -0.014
Si 2.784 13.539 1.253 -0.003 0.048 -0.014
Si 5.477 16.354 1.274 0.02 0.029 -0.12
Si 8.388 2.868 1.546 -0.207 -0.138 0.701
Si 10.264 13.83 28.578 -0.036 -0.008 -0.04
Si 2.655 16.605 25.711 -0.034 0.067 0.036
Si 5.394 10.899 1.341 -0.281 -0.402 0.285
Si 8.662 14.154 1.385 0.122 0.041 0.567
Si 10.373 15.814 1.526 -0.084 -0.123 0.563
Si -0.192 16.155 1.314 0.198 0.109 0.747
Si 13.421 2.627 1.434 0.223 0.098 0.686
Si 13.682 8.371 1.393 0.409 0.25 0.28
Si 11.36 11.329 1.506 0.145 0.259 0.59
Si 13.033 13.066 1.512 -0.092 -0.144 0.626
Si 14.932 1.333 2.694 -0.014 -0.019 -0.037
Si 1.343 4.053 2.64 -0.014 -0.003 0.008
Si 14.928 6.85 2.729 -0.047 0.02 -0.019
Si 1.349 9.504 2.804 -0.023 0.04 0.002
Si 14.946 12.2 2.639 -0.031 0.037 -0.019
Si 1.347 14.885 2.602 -0.019 0.034 -0.045
Si 4.069 1.327 2.68 0.025 0.002 -0.003
Si 6.791 4.079 2.785 0.068 -0.002 -0.02
Si 4.121 6.824 2.699 0.013 0.01 0.005
Si 6.941 9.607 2.628 0.029 0.023 0.004
Si 4.133 12.295 2.746 -0.051 -0.024 -0.052
Si 6.858 15.024 2.645 0.027 -0.018 -0.001
Si 9.533 1.288 2.811 0.066 0 0.008
Si 12.19 4.107 2.739 -0.019 -0.025 -0.017
Si 9.462 6.688 2.994 0.023 0.007 -0.015
Si 12.31 9.618 2.816 -0.086 0.004 0.003
Si 9.557 12.336 2.647 -0.005 -0.008 -0.04
Si 12.159 14.877 2.764 0.035 0.008 -0.08
Si 13.566 16.286 4.047 0.016 0.041 0.015
Si -0.012 2.71 4.034 0.008 -0.017 -0.005
Si 13.58 5.459 4.072 0.015 -0.004 0.006
Si -0.026 8.161 4.134 -0.024 0.026 0.003
Si 13.684 10.9 4.175 0.014 0.053 -0.004
Si -0.028 13.583 4.006 0.013 0.003 0.01
Si 2.7 16.267 4 -0.029 0.005 0.005
Si 5.395 2.7 4.078 0.019 -0.015 -0.003
Si 2.727 5.426 4.018 -0.032 -0.017 -0.013
Si 5.533 8.202 4.003 0.041 0.001 -0.02
Si 2.749 10.904 4.079 -0.013 -0.041 0
Si 5.504 13.661 4.045 0.031 0.005 0.011
Si 8.106 16.348 4.153 -0.001 -0.044 -0.018
Si 10.899 2.687 4.121 0.002 0.032 0.04
Si 8.074 5.378 4.273 -0.038 -0.048 0.024
Si 10.918 8.175 4.108 0.01 -0.003 0.014
Si 8.199 10.98 4.033 -0.027 -0.049 0.037
Si 10.836 13.593 4.184 0 0.012 0.017
Si 14.953 14.945 5.4 -0.018 0.012 0.004
Si 1.358 1.336 5.382 -0.001 0.013 -0.021
Si 14.955 4.076 5.408 -0.011 -0.019 -0.015
Si 1.37 6.774 5.413 0.014 -0.001 0.014
Si 14.982 9.513 5.524 -0.001 -0.015 0.031
Si 1.347 12.247 5.408 -0.016 0.026 -0.001
Si 4.087 14.972 5.403 -0.036 -0.011 -0.011
Si 6.753 1.381 5.485 -0.011 0.013 0.008
Si 4.056 4.083 5.424 0.006 0.001 0.011
Si 6.753 6.84 5.502 -0.009 0.003 0.005
Si 4.132 9.527 5.395 0.023 0.012 -0.016
Si 6.831 12.289 5.425 0.013 -0.015 0.017
Si 9.478 14.978 5.497 -0.002 -0.015 0.024
Si 12.258 1.335 5.46 0.004 -0.013 -0.008
Si 9.518 4.018 5.506 0.02 -0.012 0.004
Si 12.258 6.814 5.47 -0.013 0.001 0.007
Si 9.526 9.565 5.412 0.006 0.013 -0.033
Si 12.258 12.248 5.486 -0.007 -0.022 0.014
Si -0.004 16.312 6.761 0.004 -0.017 -0.003
Si 2.701 2.705 6.771 0.002 -0.015 0.005
Si 0.004 5.425 6.781 -0.011 -0.004 0.002
Si 2.748 8.156 6.753 -0.012 -0.003 -0.003
Si 0.033 10.893 6.824 -0.01 0.013 -0.009
Si 2.721 13.606 6.763 0.018 -0.008 -0.004
Si 5.405 16.323 6.814 -0.001 -0.012 0.007
Si 8.14 2.698 6.855 0.013 -0.008 0.018
Si 5.395 5.45 6.815 -0.002 -0.011 0.007
Si 8.168 8.199 6.796 0.022 0.004 -0.004
Si 5.465 10.9 6.768 0.003 0.016 0.015
Si 8.149 13.61 6.846 -0.003 0.002 0.018
Si 10.875 16.325 6.824 -0.001 -0.009 0.003
Si 13.616 2.714 6.793 -0.008 0.012 0.007
Si 10.882 5.437 6.806 0.004 -0.007 -0.002
Si 13.608 8.15 6.848 -0.015 0.022 0.019
Si 10.89 10.875 6.817 0 0.007 -0.005
Si 13.616 13.614 6.817 -0.009 0.024 0.007
Si -1.356 17.673 13.59 0.009 -0.02 0.011
Si 1.356 4.103 13.602 -0.02 0.015 -0.009
Si -1.363 6.787 13.608 0.025 -0.03 -0.006
Si 1.35 9.518 13.589 -0.016 0.012 0.006
Si -1.367 12.227 13.585 -0.012 0.014 -0.003
Si 1.36 14.929 13.589 0.022 -0.018 -0.003
Si 4.072 17.683 13.592 -0.01 0.019 0.007
Si 6.816 4.1 13.582 0.011 -0.011 -0.006
Si 4.095 6.804 13.6 0.02 -0.019 0.004
Si 6.795 9.528 13.625 -0.009 0.014 0.002
Si 4.09 12.234 13.608 0.003 -0.001 -0.009
Si 6.801 14.971 13.601 -0.009 -0.004 0.004
Si 9.525 17.683 13.603 0.011 -0.002 -0.003
Si 12.227 4.088 13.596 -0.004 0.015 0.001
Si 9.518 6.822 13.606 -0.023 0.017 -0.005
Si 12.242 9.51 13.614 0.006 -0.008 0.003
Si 9.518 12.215 13.607 0.006 -0.01 0.005
Si 12.224 14.956 13.595 -0.008 0.022 -0.002
Si -2.729 16.319 14.939 -0.002 0.001 -0.005
Si -0.012 2.736 14.94 0.013 0.004 -0.003
Si -2.746 5.443 14.968 0.003 -0.003 -0.014
Si -0.004 8.157 14.959 -0.015 -0.009 -0.006
Si -2.712 10.872 14.964 0.015 0.014 -0.002
Si -0.006 13.569 14.947 0 -0.004 -0.009
Si 2.725 16.288 14.935 -0.023 -0.005 -0.002
Si 5.447 2.743 14.92 0.009 0.014 -0.011
Si 2.725 5.464 14.962 0.001 -0.002 -0.012
Si 5.445 8.154 14.982 -0.002 0.012 -0.01
Si 2.715 10.867 14.949 0.012 0 -0.005
Si 5.457 13.599 14.963 -0.001 -0.009 0
Si 8.168 16.322 14.965 0.006 0.027 0.003
Si 10.877 2.734 14.965 -0.015 -0.002 -0.002
Si 8.159 5.466 14.962 0.006 -0.012 -0.007
Si 10.868 8.172 14.989 -0.001 -0.01 0.003
Si 8.164 10.872 14.995 -0.019 -0.016 0.009
Si 10.876 13.575 14.956 -0.002 0.005 -0.005
Si -1.39 14.926 16.277 -0.022 0.002 -0.008
Si 1.36 17.671 16.248 0.011 0.009 -0.009
Si -1.403 4.059 16.315 -0.026 -0.012 0.007
Si 1.378 6.836 16.332 0.028 0.022 0.009
Si -1.369 9.498 16.331 0.01 -0.02 -0.012
Si 1.347 12.203 16.314 -0.02 0.005 0.003
Si 4.089 14.944 16.318 0.012 0.023 -0.018
Si 6.799 17.717 16.284 0.007 -0.002 -0.009
Si 4.114 4.11 16.292 -0.012 -0.017 -0.009
Si 6.827 6.822 16.358 0.015 0.019 0.004
Si 4.047 9.495 16.319 -0.006 -0.024 0.004
Si 6.817 12.255 16.345 0.014 0.038 0.006
Si 9.516 14.925 16.316 -0.009 -0.048 0.02
Si 12.259 17.7 16.307 0.012 -0.014 -0.001
Si 9.522 4.117 16.318 -0.002 0.025 -0.013
Si 12.23 6.813 16.344 0.002 0.009 -0.012
Si 9.508 9.515 16.384 0.004 0.013 -0.002
Si 12.232 12.214 16.324 0.016 -0.004 -0.004
Si -0.084 16.372 17.567 0.002 0.021 -0.038
Si 2.799 18.977 17.57 0.017 -0.03 -0.013
Si -0.027 5.452 17.589 0.006 -0.013 -0.001
Si 2.713 8.185 17.777 -0.027 0.013 -0.018
Si 0.058 10.775 17.694 0.014 -0.031 -0.013
Si 2.678 13.601 17.647 0.009 -0.014 0.018
Si 5.489 16.317 17.639 -0.014 0.001 0.005
Si 8.113 19.118 17.642 0.015 -0.004 0.028
Si 5.414 5.508 17.694 -0.035 0.014 -0.019
Si 8.203 8.123 17.785 -0.024 0.023 0.021
Si 5.421 10.862 17.617 -0.003 -0.005 -0.021
Si 8.176 13.598 17.757 0.021 -0.007 -0.041
Si 10.919 16.29 17.601 0.032 0.021 -0.012
Si -2.748 19.04 17.751 0.02 0.009 -0.001
Si 10.899 5.44 17.712 0.006 -0.02 -0.033
Si -2.785 8.215 17.712 -0.026 0.012 0.023
Si 10.857 10.907 17.728 -0.013 -0.007 -0.029
Si -2.691 13.531 17.669 0.018 0.017 -0.01
Si -1.392 17.626 19.077 -0.021 0.013 -0.002
Si 1.372 4.009 18.783 -0.018 0.021 0.005
Si -1.369 6.83 18.955 0.041 0.003 0.037
Si 1.369 9.498 19.235 0.016 0.013 0.001
Si -1.319 12.105 18.987 -0.036 0.015 0.04
Si 1.27 15.054 18.877 0.05 -0.018 0.028
Si 4.156 17.658 19.008 -0.036 0.049 -0.018
Si 6.77 4.189 19.046 0.026 -0.015 0.028
Si 4.083 6.842 19.138 0.024 0.018 -0.007
Si 6.766 9.543 19.013 -0.003 0.009 0.017
Si 4.035 12.183 18.959 -0.009 -0.014 0.011
Si 6.824 15.013 19.071 0 0.036 -0.027
Si 9.522 17.691 18.838 0.005 -0.031 0.063
Si 12.217 4.102 19.132 -0.002 0.009 -0.022
Si 9.63 6.759 19.177 -0.01 0.034 0.045
Si 12.144 9.556 19.145 0.05 -0.041 0.021
Si 9.554 12.261 19.156 -0.002 0.022 0.009
Si 12.286 14.939 18.984 -0.025 -0.023 0.027
Si -2.706 16.215 20.479 0.054 -0.021 0.101
Si 0.068 19.043 20.231 0.074 -0.04 0.054
Si -2.689 5.531 20.391 -0.057 0.075 0.025
Si -0.065 8.061 20.506 0.004 -0.023 0.022
Si -2.721 10.862 20.46 0.023 0.027 0.009
Si 0.011 13.596 20.196 -0.004 0.031 0.013
Si 2.667 16.334 20.267 0.016 0.044 -0.013
Si 5.483 19.074 20.39 -0.033 -0.053 0.006
Si 2.621 5.335 20.215 0.021 -0.087 0.039
Si 5.46 8.249 20.513 -0.023 0.004 0.058
Si 4.429 9.911 21.925 -0.262 -0.242 -0.763
Si 5.346 13.617 20.242 0.032 0.025 0.028
Si 8.255 16.428 20.336 0.003 -0.011 0.01
Si 10.793 18.962 20.325 -0.004 -0.032 0.068
Si 8.179 5.437 20.504 0.011 -0.02 0.011
Si 10.901 8.167 20.666 -0.043 0.021 -0.029
Si 8.145 10.847 20.414 0.008 0.023 0.067
Si 10.944 13.691 20.469 -0.053 -0.033 0.04
Si 4.948 12.864 28.329 -0.061 -0.043 0.066
Si 1.593 17.914 21.626 -0.103 -0.049 -0.644
Si -0.922 4.428 21.45 -0.051 -0.048 -0.003
Si 0.83 6.095 21.508 -0.009 0.135 -0.04
Si -1.783 9.105 21.77 -0.01 0.044 0.066
Si 1.812 12.889 21.555 0.128 0.02 -0.542
Si 3.555 14.538 21.433 -0.005 -0.007 0.048
Si 7.285 18.158 21.61 0.002 0.017 0.056
Si 3.768 3.837 21.578 0.103 0.029 -0.631
Si 7.293 7.322 21.685 0.212 0.158 -0.581
Si 2.752 10.945 20.564 0 -0.009 0.054
Si 6.593 12.182 21.571 0.151 0.022 -0.629
Si 10.009 15.538 21.648 -0.003 0.032 0.018
Si 11.768 17.199 21.558 -0.226 -0.145 -0.576
Si 9.046 19.847 21.665 -0.015 -0.025 -0.013
Si -3.446 7.309 21.808 0.022 0.178 -0.472
Si 9.31 10.088 23.955 -0.262 -0.313 -0.528
Si -3.583 12.742 21.67 0.129 0.022 -0.583
Si -3.151 18.461 27.053 0.085 -0.024 -0.099
Si -1.944 19.044 31.018 0.004 -0.017 0.066
Si 6.723 17.111 23.62 0.189 0.367 -0.497
Si -4.123 16.027 28.779 -0.008 0.044 0.009
Si 7.547 11.686 30.939 0.049 -0.04 -0.093
Si -4.701 11.429 27.333 -0.045 0.067 -0.032
Si 3.722 14.163 30.844 -0.065 0.002 0.045
Si 4.684 9.703 24.921 -0.13 -0.088 -0.175
Si 5.21 12.806 25.385 -0.02 0.04 -0.001
Si -0.084 7.914 25.527 -0.074 -0.108 -0.004
Si 4.694 10.569 30.164 0.137 0.079 -0.04
Si 2.042 11.722 31.02 0.003 0.076 -0.013
Si 9.417 15.59 23.942 0.157 0.036 -0.639
Si 7.951 12.14 28.111 0.015 -0.111 0.027
Si 4.605 17.901 27.854 -0.017 0.064 -0.056
Si 8.055 5.077 25.666 -0.024 0.004 0.018
Si -0.623 19.547 28.196 -0.013 -0.073 0.053
Si -3.641 5.416 24.225 0.013 0.036 -0.144
Si 8.971 9.084 21.805 -0.001 -0.026 0.01
Si 11.468 17.678 24.555 -0.043 -0.008 -0.063
Si 9.016 9.718 26.89 0.017 0.034 0.007
Si -4.386 6.809 33.152 0.149 0.383 0.53
Si -1.533 10.123 23.913 0.054 -0.31 -0.736
Si 4.322 15.115 23.518 -0.207 -0.093 -0.451
Si 0.601 7.167 30.307 -0.059 0.094 -0.043
Si -4.249 11.395 24.358 0.077 0.194 -0.032
Si -2.106 11.287 28.661 0.026 -0.058 0.15
Si 4.763 13.164 33.487 -0.182 0.069 0.204
Si 10.471 5.173 1.53 0.319 0.141 0.706
Si -1.176 6.15 27.912 0.019 -0.018 -0.025
Si 10.092 20.237 23.722 -0.27 -0.313 -0.515
Si -3.957 5.236 27.253 0.089 -0.079 -0.06
Si -1.745 14.307 21.588 -0.21 0.032 -0.564
Si 3.999 5.187 24.324 -0.035 -0.071 -0.129
Si -4.615 17.617 31.277 0.155 -0.119 0.582
Si -0.153 13.042 23.847 -0.01 0.13 -0.175
Si 2.361 19.714 29.039 -0.06 -0.016 -0.024
Si 5.462 7.621 30.216 0.094 -0.087 -0.024
Si 2.407 18.96 31.901 -0.017 0.082 0.215
Si 0.269 17.458 24.391 0.083 0.095 -0.022
Si 7.919 12.969 24.202 -0.03 0.039 -0.103
Si -0.987 14.43 31.625 -0.184 0.028 0.082
Si -1.022 20.093 23.702 -0.005 0.168 -0.662
Si 15.374 9.307 0.027 -0.224 0.159 0.698
Si 6.322 7.197 24.716 -0.011 0.046 -0.074
Si -3.58 10.933 31.348 -0.087 0.033 0.032
Si 8.953 10.044 33.284 0.156 0.318 0.578
Si 3.194 6.301 28.815 -0.038 0 0.046
Si 0.053 17.089 32.214 -0.082 0.059 0.093
Si 1.925 11.691 0.036 -0.025 -0.008 -0.088
Si 5.656 19.386 25.537 0.067 -0.002 -0.019
Si 8.498 7.727 29.248 0.104 0.02 -0.036
Si 9.518 4.984 28.378 0.019 0.056 -0.031
Si 0.237 15.003 26.072 0.03 0.053 -0.128
Si -1.35 17.67 8.148 0.01 0.005 -0.004
Si 1.351 4.062 8.147 0.003 0.001 0.001
Si -1.341 6.78 8.169 0.013 0.01 0.001
Si 1.395 9.511 8.144 0.002 0.003 -0.001
Si -1.348 12.244 8.17 -0.008 -0.013 0.003
Si 1.362 14.962 8.135 -0.008 0.017 -0.013
Si 4.058 1.368 8.164 0.003 0.014 0.002
Si 6.782 4.098 8.168 -0.01 -0.001 0.006
Si 4.055 6.808 8.171 0.008 -0.014 0.003
Si 6.807 9.549 8.159 -0.013 -0.01 -0.01
Si 4.082 12.244 8.132 -0.012 -0.022 -0.006
Si 6.773 14.966 8.178 0.014 0.007 0.001
Si 9.515 17.667 8.197 -0.017 -0.008 0.009
Si 12.249 4.076 8.157 0.01 -0.009 -0.011
Si 9.52 6.813 8.151 0.003 0.002 0.001
Si 12.234 9.513 8.184 0.008 -0.008 0.011
Si 9.525 12.239 8.174 0.007 0.018 0
Si 12.243 14.964 8.174 -0.001 -0.004 0.01
Si 13.604 16.325 9.522 0.009 0.009 -0.005
Si -0.002 2.709 9.518 -0.008 -0.012 0.002
Si 13.606 5.431 9.525 -0.003 -0.014 0.004
Si 0.018 8.159 9.508 0.011 -0.009 -0.001
Si 13.604 10.88 9.524 -0.006 0.003 -0.002
Si 0.011 13.606 9.517 0.015 0 -0.003
Si 2.709 16.319 9.518 -0.005 0.01 0.007
Si 5.429 2.726 9.521 -0.011 -0.004 -0.006
Si 2.701 5.434 9.516 -0.005 0.008 0.001
Si 5.441 8.172 9.507 -0.004 -0.001 0.001
Si 2.739 10.876 9.507 0.009 -0.003 -0.003
Si 5.425 13.594 9.523 -0.003 0.017 -0.001
Si 8.148 16.309 9.541 -0.006 -0.003 0.003
Si 10.884 2.726 9.524 -0.008 0.016 0.001
Si 8.155 5.457 9.515 -0.009 0.004 0.002
Si 10.875 8.154 9.534 -0.001 0.004 0.003
Si 8.164 10.89 9.535 0.012 -0.01 0.002
Si 10.884 13.598 9.53 0.004 -0.004 -0.001
Si -1.357 14.96 10.878 -0.003 0.002 -0.002
Si 1.356 17.677 10.884 0.003 0.006 0.002
Si -1.36 4.07 10.882 0.011 -0.003 0.001
Si 1.36 6.801 10.883 -0.011 -0.016 0.004
Si -1.356 9.508 10.871 -0.002 0.007 -0.005
Si 1.369 12.231 10.865 0.005 -0.001 -0.008
Si 4.072 14.959 10.879 -0.01 -0.007 -0.001
Si 6.795 17.688 10.884 0.009 0.007 -0.007
Si 4.07 4.084 10.88 0.009 -0.002 0.003
Si 6.799 6.817 10.875 0.003 0.003 0.004
Si 4.089 9.524 10.882 -0.007 0.009 0
Si 6.796 12.245 10.888 -0.007 0.001 -0.003
Si 9.514 14.948 10.892 -0.007 0.007 -0.005
Si 12.241 17.683 10.882 0.005 -0.002 0.001
Si 9.52 4.093 10.872 0.006 -0.001 0.001
Si 12.244 6.796 10.883 -0.003 -0.001 0.003
Si 9.516 9.519 10.89 -0.007 -0.011 0.001
Si 12.242 12.235 10.887 -0.006 0.009 -0.002
Si 0.004 16.309 12.241 -0.003 0.01 -0.004
Si 2.709 2.727 12.243 -0.006 -0.011 -0.006
Si -0.006 5.443 12.235 -0.008 0.006 -0.004
Si 2.727 8.161 12.24 0.005 -0.003 -0.001
Si -0.001 10.875 12.223 0.008 0.011 -0.006
Si 2.726 13.581 12.235 -0.006 0.005 -0.001
Si 5.435 16.324 12.236 0.004 0.001 -0.001
Si 8.169 2.727 12.235 -0.012 0.008 0
Si 5.441 5.449 12.227 -0.002 0 -0.006
Si 8.15 8.173 12.252 0.008 -0.001 0.003
Si 5.446 10.878 12.248 0.005 -0.006 -0.004
Si 8.158 13.592 12.257 0.007 0.004 0
Si 10.875 16.321 12.235 -0.005 -0.004 -0.001
Si 13.596 2.72 12.246 -0.001 0.009 0.01
Si 10.871 5.451 12.242 -0.004 -0.01 0
Si 13.603 8.154 12.246 0 -0.008 0.006
Si 10.886 10.869 12.247 -0.003 0.002 -0.001
Si 13.597 13.602 12.239 0.01 -0.004 -0.001
O 9.479 3.973 1.057 0.077 0.017 -0.299
O 6.94 19.112 33.498 -0.479 -0.449 -0.544
O 0.445 0.639 0.045 -0.4 0.03 -0.328
O -4.385 12.065 32.191 -0.145 0.331 -0.354
O 8.595 15.439 32.131 0.052 0.624 -0.031
O 12.559 7.707 0.403 0.307 -0.051 -0.046
O 1.688 9.503 27.974 0.015 0.236 -0.193
O 2.324 13.331 30.949 -0.489 0.242 0.134
O -0.963 8.364 33.156 0.105 -0.075 -0.325
O 10.441 10.327 27.366 0.158 0.006 0.137
O 10.718 5.999 0.148 -0.042 -0.383 -0.431
O 4.01 9.43 23.446 -0.249 -0.266 0.102
O 7.532 7.665 0.356 -0.155 0.34 -0.289
O 1.797 15.369 26.317 0.225 -0.488 0.537
O 4.783 16.464 33.53 -0.066 -0.248 -0.227
O 12.363 1.588 0.761 -0.434 -0.314 0.162
O 9.234 5 24.567 0.16 0.564 0.016
O -3.457 6.79 23.386 0.233 0.317 0.524
O 10.668 16.268 24.764 0.212 -0.089 0.343
O 15.099 15.091 0.62 -0.014 -0.5 0.13
O 8.5 11.473 24.2 -0.208 0.01 -0.041
O 8.125 16.552 24.238 0.108 -0.033 0.586
O 5.097 11.244 25.046 0.116 -0.149 -0.188
O 6.901 20.357 25.244 0.239 0.031 -0.084
O 9.95 8.503 0.713 0.202 0.504 -0.007
O 4.329 4.785 22.788 0.352 0.356 -0.106
O 10.861 10.503 23.79 0.091 -0.208 -0.514
O 4.493 11.371 28.768 -0.422 -0.467 -0.243
O 2.246 19.969 30.646 0.093 0.681 -0.005
O -1.096 14.149 23.106 0.03 0.13 0.237
O -3.683 19.966 27.276 0.036 -0.152 0.121
O 7.413 6.562 25.732 0.265 0.492 0.533
O 5.37 7.282 31.79 -0.337 0.089 0.273
O -1.341 19.634 29.648 -0.168 0.403 -0.069
O 2.089 19.636 33.332 -0.105 0.389 -0.307
O 1.461 8.253 25.742 0.298 0.092 -0.312
O 7.472 13.283 31.169 -0.473 0.091 0.164
O -0.868 10.253 28.537 -0.093 -0.153 -0.31
O 5.562 11.067 22.206 0.031 0.127 0.289
O -1.673 12.725 28.071 0.114 0.06 -0.582
O 3.374 16.128 24.347 -0.386 0.289 -0.302
O 10.366 18.886 24.606 -0.415 -0.023 0.171
O -3.321 10.712 27.763 0.025 -0.496 -0.057
O -0.51 6.533 29.323 -0.252 -0.216 0.175
O 2.506 5.773 24.476 -0.025 0.313 0.464
O 11.554 4.568 23.422 0.086 0.153 -0.523
O 4.34 13.959 29.354 0.16 0.496 -0.128
O -3.922 12.556 23.281 -0.088 0.329 0.166
O 14.068 3.429 0.172 -0.059 -0.139 -0.424
O 10.201 18.057 30.897 -0.112 -0.022 -0.102
O -1.634 20.09 32.212 0.623 -0.009 0.045
O -0.49 14.975 27.502 0.278 0.172 0.402
O 4.943 6.377 24.837 -0.077 0.005 0.367
O 8.629 8.457 27.814 0.019 -0.191 -0.35
O 10.16 9.175 32.651 0.075 -0.069 0.28
O 6.905 6.986 23.234 -0.096 -0.117 0.146
O -0.068 6.844 24.33 -0.201 0.21 -0.174
O 5.533 18.985 27.09 0.499 0.14 0.521
O 5.63 16.996 28.708 -0.156 -0.235 -0.157
O -0.827 11.578 23.809 0.147 -0.055 0.008
O 0.415 4.351 24.206 0.292 -0.303 0.278
O -2.385 15.02 32.199 -0.33 -0.032 -0.312
O 7.239 13.143 22.734 -0.252 0.416 0.063
O -2.786 6.055 28.01 -0.151 0.167 0.591
O 1.37 17.762 31.627 0.3 -0.171 -0.217
O 6.003 8.75 25.042 0.525 0.27 0.105
O 9.741 14.031 30.103 0.461 -0.082 0.586
O -3.651 17.927 25.605 0.227 0.065 -0.143
O 4.275 20.155 25.172 -0.307 -0.087 0.294
O 2.719 19.011 22.159 0.258 -0.198 0.325
O -0.774 12.998 32.337 -0.331 -0.219 -0.295
O -0.913 18.557 24.238 -0.354 -0.13 0.31
O 9.096 9.241 25.338 0.163 -0.546 0.122
O 1.588 17.787 25.316 0.094 0.614 0.181
O 8.662 4.628 27.069 -0.132 -0.458 0.1
O 2.847 4.785 28.364 0.18 0.149 -0.428
O -4.954 12.646 28.389 0.21 -0.109 0.105
O -4.632 9.913 30.646 0.034 0.112 -0.698
O 7.804 2.168 0.198 0.224 -0.197 -0.522
O 6.078 11.019 30.866 -0.111 -0.141 0.506
O 9.621 19.965 29.246 0.336 -0.171 -0.17
O -0.83 9.244 25.061 -0.07 0.194 0.382
O -3.025 10.366 24.47 -0.305 -0.333 0.36
O 10.9 15.261 28.154 -0.303 0.169 -0.48
O -2.624 11.516 30.187 0.234 0.224 0.288
O 0.167 15.489 32.041 0.573 -0.263 0.208
O 1.175 11.329 29.722 -0.328 0.423 -0.468
O 8.338 11.439 29.538 0.342 -0.181 0.06
O 8.36 11.019 32.146 -0.035 0.35 -0.046
O 6.556 12.893 28.337 0.148 0.349 0.219
O 3.881 18.307 31.907 0.535 0.498 -0.266
O 4.428 21.769 33.51 -0.246 -0.278 -0.525
O 4.706 6.433 29.405 0.26 -0.462 -0.335
O 8.751 6.144 29.171 -0.38 -0.214 0.43
O 3.692 9.414 26.153 0.055 0.124 0.414
O -4.16 17.67 23.089 0.646 0.315 0.038
O 9.007 13.302 27.69 -0.004 0.046 -0.409
O -0.765 7.278 26.837 -0.253 0.281 0.353
O 1.189 11.268 32.316 0.016 -0.81 0.011
O -3.361 5.567 32.98 -0.032 0.188 -0.216
O 0.948 19.175 28.415 0.14 -0.264 -0.087
O -1.238 17.631 31.393 -0.216 -0.217 -0.24
O 3.616 15.736 31.219 -0.681 0.269 -0.164
O 3.086 7.275 27.539 0.364 -0.089 -0.39
O -6.173 13.716 33.175 -0.133 -0.11 -0.44
O 3.785 17.038 26.765 0.014 -0.156 0.049
O -4.583 12.015 25.816 0.007 0.639 0.049
O -2.299 4.518 24.379 0.063 -0.234 0.406
O -4.577 7.455 31.664 0.426 -0.095 -0.531
O 0.304 6.6 31.784 0.035 -0.644 -0.008
O -0.644 4.681 27.478 0.346 -0.125 -0.536
O 0.832 17.192 22.88 -0.221 -0.56 0.099
O -4.311 16.299 30.368 -0.134 -0.632 0.38
O 6.924 21.663 32.622 -0.015 0.243 -0.263
O 4.671 8.988 29.886 -0.152 -0.143 -0.341
O -2.884 15.055 28.5 0.018 -0.182 0.015
O -3.537 18.789 30.881 -0.324 0.345 -0.169
O -0.942 14.286 30.036 0.299 -0.264 0.093
O 7.596 15.54 29.725 0.177 -0.142 -0.561
O -4.105 5.761 25.728 -0.379 0.322 0.052
O 3.512 18.605 28.806 0.09 -0.237 0.249
O 9.079 14.075 24.443 0.365 -0.136 0.201
O 6.204 11.84 0.227 0.327 0.618 0.247
O 4.448 13.696 24.287 -0.172 -0.338 -0.099
O 2.104 6.74 29.917 0.226 0.05 0.323
O 1.292 12.878 23.122 0.243 -0.188 0.404
O 0.078 13.56 25.355 0.204 -0.25 0.316
O 7.774 18.173 29.823 -0.114 0.051 -0.435
O 9.609 8.35 30.232 -0.031 0.187 -0.186
O -3.86 17.468 28.107 -0.274 0.079 0.206
O 5.782 15.814 23.351 0.097 -0.383 -0.376
O -2.655 10.139 32.387 0.101 0.259 -0.013
O 7.921 10.922 27.047 -0.33 -0.018 -0.42
O 5.998 16.903 31.287 0.274 -0.007 0.41
O 4.518 13.151 26.807 -0.55 0.128 -0.145
O 3.43 10.915 31.09 0.122 -0.324 0.503
O 0.509 8.784 30.22 -0.167 0.127 0.363
O 6.793 13.175 25.35 0.357 0.012 0.408
O -0.381 16.139 25.078 -0.432 0.044 -0.002
O -1.521 18.508 27.293 0.198 -0.56 -0.423
O 8.582 19.961 31.624 0.198 0.412 0.005
O 5.909 18.058 24.654 -0.091 -0.14 0.317
O 10.985 5.533 28.015 0.202 0.262 0.41
O 4.728 13.508 31.924 0.536 -0.267 -0.206
O 6.999 7.878 29.814 0.082 -0.02 -0.111

Results
total energy: -102095.309 eV
total energy less fixed offsets of O -438.35, Si -107.03 eV per atom: -3.759 eV
